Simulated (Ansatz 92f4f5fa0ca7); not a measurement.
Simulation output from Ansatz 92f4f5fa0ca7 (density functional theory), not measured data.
Periodic cell of 216 atoms, Si133O82H1, from a study of silicon, its oxide and their interface. The atomic structure is a simulated model.

Settings: functional PBE; potential files Ansatz PAW; basis plane waves; wave-function cutoff 700 eV; density cutoff ratio 5; exchange-correlation grid ratio 1; k mesh 2 x 2 x 1, shifted by 0.5 0.5 0.5 of a step; self-consistency stop 5e-08 eV per atom in the density residual; occupations fixed; spin none; net charge +1 e, with a uniform compensating background and no finite-size correction.

Cell vectors (angstrom)
a	10.938	0	0
b	0	10.938	0
c	0	0	31.7236

Atoms and the computed forces on them: element, x, y, z (angstrom), force x, y, z (eV/angstrom)
Si	0.4757	-0.5278	24.3972	-0.0028	-0.0638	-0.0398
Si	4.7198	0.4911	24.1816	-0.0248	0.024	-0.0478
Si	3.1884	2.419	24.2024	0.0511	-0.0013	-0.0274
Si	7.7316	3.2027	24.3065	-0.0241	0.0423	-0.0494
Si	-0.7174	6.2193	24.4426	0.0119	0.1128	-0.0338
Si	5.9847	4.9658	24.5086	-0.0273	-0.0536	-0.0296
Si	2.0348	8.5414	24.3113	-0.0834	0.0152	-0.0543
Si	8.6804	8.1331	24.3519	0.0301	-0.0234	-0.0441
Si	1.3947	1.4118	25.4391	0.0153	-0.046	0.0256
Si	6.6865	1.3603	25.4148	-0.0147	0.0155	-0.0041
Si	4.1515	4.0513	25.6769	-0.0228	-0.0454	-0.066
Si	9.4752	4.2112	25.5212	0.0161	0.0114	0.0302
Si	1.219	6.8409	25.687	-0.0093	0.003	-0.008
Si	6.8769	6.9573	25.4639	0.0202	-0.0417	0.0162
Si	3.9254	9.5727	25.4409	0.0114	-0.0016	0.0161
Si	9.6552	9.6601	25.7877	0.0108	-0.0187	-0.0647
Si	2.6825	0.0292	26.9245	0.0121	0.004	-0.0343
Si	8.1221	0.0807	26.8995	-0.0302	0.0365	0.0893
Si	-0.0226	2.7741	26.8371	0.005	0.0113	0.0367
Si	5.4822	2.6743	26.9962	0.012	-0.0009	-0.0262
Si	2.7169	5.4673	26.9239	0.0046	0.0117	0.0659
Si	8.1563	5.5544	26.9515	0.0036	0.0047	-0.0357
Si	-0.0162	8.2192	27.0895	0.0194	0.0034	-0.0282
Si	5.4124	8.2529	26.8343	0.0003	-0.0087	0.0552
Si	4.1018	1.3673	28.3053	-0.1626	-0.4532	0.3295
Si	9.5708	1.3673	28.3053	-0.1663	0.3949	-0.5362
Si	1.3673	4.1018	28.3053	-0.1618	-0.1385	-0.332
Si	6.8362	4.1018	28.3053	0.0179	0.1293	0.071
Si	4.1018	6.8362	28.3053	0.0162	0.1832	-0.4825
Si	9.5708	6.8362	28.3053	-0.3303	-0.1976	0.809
Si	1.3673	9.5708	28.3053	0.2519	0.4048	0.6585
Si	6.8362	9.5708	28.3053	-0.3015	0.0941	-0.527
Si	0	0	29.6726	0.0611	-0.0624	-0.0185
Si	5.469	0	29.6726	-0.1177	-0.0975	0.0205
Si	2.7345	2.7345	29.6726	-0.0287	-0.057	-0.0433
Si	8.2035	2.7345	29.6726	0.1991	0.0938	0.009
Si	0	5.469	29.6726	-0.0791	-0.049	-0.0014
Si	5.469	5.469	29.6726	-0.0109	-0.0539	-0.0408
Si	2.7345	8.2035	29.6726	0.0807	0.0988	0.0199
Si	8.2035	8.2035	29.6726	0.0275	-0.1119	-0.0101
Si	1.3673	1.3673	31.0398	-0.0185	0.068	0.0091
Si	6.8362	1.3673	31.0398	-0.0275	0.0061	-0.0317
Si	4.1018	4.1018	31.0398	-0.0278	0.0527	-0.0006
Si	9.5708	4.1018	31.0398	-0.023	0.0324	0.0095
Si	1.3673	6.8362	31.0398	-0.0211	-0.0326	-0.0277
Si	6.8362	6.8362	31.0398	-0.0295	0.0415	0.0098
Si	4.1018	9.5708	31.0398	0.0756	-0.006	0.0226
Si	9.5708	9.5708	31.0398	-0.0754	0.0531	0.0023
Si	2.7345	0	0.6835	0.004	-0.0879	-0.023
Si	8.2035	0	0.6835	0.0256	0.0387	-0.0087
Si	0	2.7345	0.6835	-0.0065	-0.0462	0.0129
Si	5.469	2.7345	0.6835	0.0283	-0.0586	0.0065
Si	2.7345	5.469	0.6835	-0.0098	0.0433	-0.0091
Si	8.2035	5.469	0.6835	0.1127	-0.0679	-0.0204
Si	0	8.2035	0.6835	0.0324	-0.0406	0.0077
Si	5.469	8.2035	0.6835	-0.055	0.0016	0.016
Si	4.1018	1.3673	2.0507	-0.0161	0.0666	-0.0057
Si	9.5708	1.3673	2.0507	-0.0772	-0.0521	0.0314
Si	1.3673	4.1018	2.0507	0.0619	0.1017	0.0531
Si	6.8362	4.1018	2.0507	0.0379	0.1581	0.0023
Si	4.1018	6.8362	2.0507	-0.0395	-0.1287	0.0117
Si	9.5708	6.8362	2.0507	-0.1382	-0.0414	-0.0222
Si	1.3673	9.5708	2.0507	0.0312	0.1103	0.008
Si	6.8362	9.5708	2.0507	-0.0019	-0.0158	0.0299
Si	0	0	3.418	0.1197	-0.2429	-0.0641
Si	5.469	0	3.418	-0.2849	-0.1217	0.4304
Si	2.7345	2.7345	3.418	0.1011	-0.3859	-0.3907
Si	8.2035	2.7345	3.418	0.2235	-0.1522	0.2245
Si	0	5.469	3.418	0.0541	0.2442	0.4161
Si	5.469	5.469	3.418	0.1948	0.2345	-0.8878
Si	2.7345	8.2035	3.418	-0.0868	0.0508	0.6788
Si	8.2035	8.2035	3.418	0.4212	0.0061	-0.4206
Si	1.4009	1.3373	4.7706	0.0006	-0.0102	0.032
Si	6.8971	1.3003	4.7976	-0.0021	-0.0185	-0.0669
Si	4.1665	4.0879	4.6928	-0.0188	-0.0086	0.0427
Si	9.6309	4.0527	4.8053	0.0126	-0.011	-0.0555
Si	1.333	6.8688	4.8873	-0.0217	0.0216	-0.0496
Si	6.787	6.8899	4.7101	-0.0285	-0.0364	0.085
Si	4.079	9.5782	4.8931	-0.0145	-0.0008	-0.0727
Si	9.6578	9.4624	4.7845	-0.0131	-0.0185	0.011
Si	2.6127	-0.0484	6.301	-0.0045	-0.0053	0.006
Si	8.2813	-0.1226	6.1013	-0.035	0.0075	0.0059
Si	0.134	2.7338	6.1924	-0.0089	-0.0203	-0.0298
Si	5.4416	2.6147	6.1006	-0.0029	0.0077	-0.01
Si	2.8232	5.4348	6.0418	-0.0192	-0.0124	0.0037
Si	8.1583	5.4498	5.9993	0.0789	0.0356	0.0376
Si	-0.0637	8.1607	6.4526	-0.0045	0.0361	-0.0154
Si	5.553	8.2443	6.2308	0.0442	-0.0005	-0.0104
Si	3.6868	1.7418	7.3949	0.0129	0.0307	0.065
Si	10.0269	0.9144	7.2472	0.0571	-0.0263	0.0791
Si	2.0923	3.5904	7.2966	0.0616	0.0132	0.0554
Si	6.1957	4.6391	6.9059	-0.0412	0.0672	0.0001
Si	4.5521	6.4113	7.297	0.0338	-0.0438	0.0904
Si	8.8909	7.133	7.4598	-0.052	-0.0074	0.0329
Si	0.7374	10.1346	7.71	-0.0323	0.0673	0.0673
Si	7.472	9.0414	7.4642	0.0455	-0.0247	0.0572
O	8.4654	3.8378	9.1407	0.0149	-0.0253	0.0036
O	7.627	9.295	9.1097	-0.023	-0.0075	-0.0055
O	8.5635	6.5213	9.0121	-0.0001	0.0128	-0.0129
O	0.8785	10.1608	9.3967	-0.0088	-0.0193	0.002
O	4.2833	1.3843	8.9077	-0.0023	0.0033	-0.007
O	2.1583	4.2519	8.8206	-0.0314	-0.0138	-0.0116
O	9.4444	1.3659	8.7186	-0.0082	-0.0141	-0.0354
O	4.1908	6.7586	8.8592	0.0068	-0.0021	-0.0113
O	8.6299	9.005	22.8832	0.0265	0.0071	-0.0069
O	8.326	2.8037	22.7957	-0.0172	-0.0216	-0.0112
O	5.133	5.1991	23.1195	0.0278	0.0145	-0.0406
O	8.156	2.852	20.1253	-0.0299	-0.002	0.017
O	10.8799	10.4987	22.825	-0.0172	-0.0063	0.0144
O	-0.3977	6.3077	22.8142	0.0107	-0.0076	-0.0038
O	1.8813	7.8751	22.7588	-0.0016	-0.0145	-0.0011
O	4.6504	-0.0472	22.595	0.0191	0.0025	-0.004
Si	9.1769	5.2017	9.7638	0.0013	0.0028	-0.0181
Si	0.5094	10.3436	11.0005	0.0036	0.0049	0.0059
Si	4.5354	7.067	10.4191	0.001	0.0044	0.0149
Si	2.0512	10.0142	16.3731	0.0026	-0.0023	0.0103
Si	-4.5273	6.4667	15.1372	0.0053	0.0002	0.0104
Si	1.9938	3.2065	18.5729	-0.0024	0.0009	0.0114
Si	14.3917	6.6007	14.4165	-0.0061	-0.0008	0.013
Si	5.4961	0.1326	21.2057	0.0011	-0.002	0.0107
Si	3.9701	-0.0663	14.0742	0.0007	-0.0006	0.0106
Si	5.5018	1.0269	9.9318	-0.0038	-0.0108	-0.0021
Si	8.4102	2.2439	9.5891	0.0109	0.0183	0.01
Si	0.4906	12.6991	16.4601	0.0042	0.0052	0.0136
Si	0.9972	6.6656	22.0452	0.006	0.0006	0.003
Si	4.763	1.7166	18.671	-0.0009	-0.0029	0.0053
Si	8.0384	1.8864	21.4715	0.0056	-0.0039	0.0029
Si	2.9031	8.7948	12.3583	-0.0026	0.0005	0.0153
Si	6.951	3.8744	19.6227	0.008	0.0028	0.0061
Si	6.2928	-4.6307	18.0596	0.0089	0.0003	0.0092
Si	4.4093	2.4427	12.4942	-0.0017	0.0039	0.0177
Si	10.592	2.2693	11.4836	0.0003	0.0018	0.0006
Si	5.2326	5.4643	21.5396	0.0004	0.0001	0.0346
Si	-1.6531	-3.9279	14.288	0.0078	-0.0044	0.0115
Si	2.8375	8.7354	18.7793	0.0017	0.0066	0.0086
Si	-4.338	3.5685	14.3018	0.005	0.0049	0.0085
Si	3.1634	4.932	11.9486	-0.0132	-0.0016	0.0172
Si	11.9974	4.5403	9.9665	-0.0019	-0.0005	0.0082
Si	5.5162	-2.6833	20.2946	0.0061	-0.0024	0.0105
Si	10.5001	8.3914	16.6794	0.0017	-0.0103	0.0129
Si	2.602	4.0273	21.4544	0.0024	-0.0037	-0.0001
Si	-1.6089	4.4094	12.863	0.003	0.0022	0.0142
Si	9.071	10.9785	15.4958	0.0011	0.0025	0.0111
Si	11.0492	8.412	19.7131	-0.0067	-0.0015	0.0081
Si	6.7135	9.2195	10.4744	-0.0025	0.0063	0.0139
Si	-1.3709	10.0386	21.9614	-0.0075	-0.0009	-0.0002
Si	-4.7568	0.8525	15.9482	-0.0002	-0.0017	0.0136
Si	8.9832	9.5995	12.6214	0.0013	-0.0002	0.0137
Si	3.1754	5.9555	17.5115	-0.0018	-0.0031	0.009
O	0.5633	0.9398	11.594	-0.0111	-0.0056	-0.0057
O	3.1475	5.2609	13.5344	0.0026	0.0155	-0.0263
O	8.9961	2.0374	11.1061	0.0087	0.0045	0.0002
O	6.318	4.8482	15.2463	0.0077	0.0112	-0.0358
O	3.9706	4.6963	20.8442	-0.0025	-0.0052	0.0052
O	2.8689	2.9112	22.6318	-0.0027	0.0154	0.0024
O	-9.7535	0.3421	16.8559	0.0111	-0.0057	-0.019
O	4.4532	5.6596	11.2378	-0.0262	0.0103	-0.0104
O	5.2491	1.6252	11.3945	-0.0126	0.0094	-0.0031
O	2.5645	18.1246	18.3674	0.0248	0.0038	-0.0168
O	10.5112	3.2406	12.8061	-0.0178	0.01	-0.0233
O	5.265	7.0893	21.4091	0.0119	0.0069	-0.026
O	4.6444	0.6524	19.913	0.0199	0.0189	-0.0099
O	3.3879	8.0517	10.9959	0.0204	-0.017	0.005
O	-4.4228	2.2839	15.2612	-0.0109	-0.0095	-0.0157
O	2.7058	-0.5636	14.9436	0.015	0.0058	0.0081
O	1.7888	3.3653	20.1994	0.0228	0.0084	-0.0185
O	8.9928	5.0691	11.3804	0.0029	-0.009	0.0287
O	5.3991	1.0011	17.3542	0.0043	0.01	-0.0128
O	11.5102	7.0678	20.528	-0.0027	0.0289	0.005
O	-1.0173	1.3945	15.8816	0.0073	-0.0233	-0.0068
O	6.7126	6.9938	16.6445	-0.0118	-0.0196	-0.0158
O	1.5123	-1.4302	11.9482	0.006	0.003	-0.0079
O	6.5113	1.3445	21.5753	0.0161	0.0056	-0.0178
O	-3.6839	5.0259	18.4745	-0.0305	0.0137	-0.0008
O	-1.9503	-0.2148	13.8421	0.0004	-0.0205	0.0064
O	-1.0163	9.8931	11.3139	0.0175	-0.0031	-0.0052
O	9.9827	-1.6855	20.6014	0.0239	-0.0104	0.0034
O	10.7575	5.4106	9.3685	0.0269	-0.0033	0.0098
O	12.6923	5.3373	11.204	0.0236	-0.0091	-0.016
O	-5.3572	10.3558	10.1438	0.0064	0.009	-0.0039
O	6.0029	7.7505	10.575	-0.0191	0.0085	-0.0167
O	0.6324	2.6181	17.8664	0.0262	0.0044	-0.0082
O	2.3261	4.6412	17.885	0.013	-0.0049	0.0064
O	1.8126	5.2701	22.1247	0.0007	-0.0095	-0.0061
O	1.1079	8.6855	16.2427	-0.0086	0.0236	0.0032
O	-4.7181	-1.318	20.8753	-0.0179	0.0068	0.0006
O	7.5117	9.4786	11.8814	-0.011	-0.0015	-0.018
O	3.2576	3.3194	11.7557	0.0214	0.0116	0.0071
O	15.9768	7.0316	14.4584	0.0003	-0.0242	0.009
O	6.5691	4.7614	20.9463	-0.0133	-0.0066	-0.0132
O	-9.661	13.5324	15.3025	-0.0516	-0.0056	-0.0499
O	-1.0065	16.5489	13.7605	-0.0235	0.001	-0.0201
O	-3.2817	-4.0126	14.2159	-0.0027	-0.0211	0.0173
O	-1.2669	-1.2263	16.2816	0.0124	-0.0048	-0.0154
O	10.3733	8.0305	18.2683	0.0203	0.017	-0.0108
O	9.6082	8.2373	13.2705	-0.0042	0.003	0.0024
O	3.7077	12.393	13.5616	0.0228	-0.013	-0.0149
O	-2.9104	3.725	13.5376	-0.0089	0.0128	-0.0005
O	5.7194	2.9676	19.0764	0.0049	-0.01	0.0029
O	4.0582	-2.1589	19.8218	-0.01	-0.0141	-0.0199
O	6.8989	1.6867	9.3686	-0.0257	0.003	0.0071
O	-3.3362	0.1347	16.1639	-0.0018	0.0151	-0.0146
O	6.4022	7.55	19.1215	-0.0179	-0.0142	0.002
O	12.4003	9.307	19.4531	0.0015	-0.0291	-0.0142
O	2.9752	6.3003	15.9275	0.0181	-0.0004	0.0004
O	2.6518	7.7821	13.6159	0.0248	0.002	-0.023
O	8.9292	0.5247	21.4576	-0.0052	0.013	0.0049
O	-7.7292	9.6497	17.472	-0.0309	-0.0104	-0.0017
O	4.0545	9.8746	12.7833	-0.0236	0.0017	0.0012
O	4.7516	5.7671	17.9142	0.0035	0.0148	-0.0043
O	5.4431	3.4855	13.1727	0.0141	-0.0187	0.0092
O	3.2623	2.21	18.301	-0.0002	0.012	0.0091
O	11.3237	3.1087	10.3086	-0.0075	-0.0033	0.0183
O	5.3392	-0.1079	14.9336	-0.0121	0.0239	-0.0047
O	-1.0424	7.1712	15.7855	0.0031	0.0211	-0.0128
H	-10.1452	13.7304	14.4811	0.0382	-0.0121	0.0656

Results
free energy: -131219.904 eV
free energy less fixed offsets of H -17.10, O -569.03, Si -635.61 eV per atom: -6.214 eV

The program warned: the cutoff lies below the one the program advises for these potential files; the exchange-correlation potential is rough where the density is thin.
